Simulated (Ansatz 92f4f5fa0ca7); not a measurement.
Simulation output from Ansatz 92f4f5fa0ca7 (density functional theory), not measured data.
Periodic cell of 223 atoms, Si132O90As1, from a study of silicon, its oxide and their interface. The atomic structure is a simulated model.
Doubt: the cutoff is far below the 930 eV that the study's wrapper takes by default for these files, so forces and energies are approximate.
This geometry differs little from another in the collection (a relaxation step or a small displacement).

Settings: functional PBE; potential files Ansatz PAW; basis plane waves; wave-function cutoff 580 eV; density cutoff ratio 5; exchange-correlation grid ratio 1; k mesh 1 x 1 x 1, Gamma-centred; self-consistency stop 5e-08 eV per atom in the density residual; occupations fixed; spin none; net charge +1 e, with a uniform compensating background and no finite-size correction.

Cell vectors (angstrom)
a	10.938	0	0
b	0	10.938	0
c	0	0	32.1988

Atoms: element, x, y, z (angstrom)
Si	10.5798	0.2202	24.8448
Si	5.7361	10.6828	24.7248
Si	2.4792	2.9184	24.6136
Si	8.4185	2.4626	24.8047
Si	0.2693	5.1724	24.735
Si	5.154	5.748	24.6699
Si	2.9291	8.0078	24.5738
Si	7.9383	8.4369	24.7108
Si	1.3255	1.385	26.0128
Si	6.8476	1.3059	26.1176
Si	4.0421	4.1026	25.9721
Si	9.5999	4.0627	26.0658
Si	1.3959	6.8285	25.9921
Si	6.7666	6.8536	26.0093
Si	4.1014	9.5314	25.9818
Si	9.4584	9.5708	26.1363
Si	2.7243	-0.0063	27.3171
Si	8.1584	-0.0286	27.5552
Si	0.0067	2.7179	27.4674
Si	5.4405	2.7497	27.3483
Si	2.7338	5.4653	27.4183
Si	8.1811	5.4727	27.337
Si	-0.0161	8.1817	27.3562
Si	5.4388	8.1977	27.4375
Si	4.0876	1.3488	28.7242
Si	9.5682	1.3717	28.825
Si	1.3477	4.1142	28.7927
Si	6.8245	4.1066	28.7318
Si	4.1002	6.8152	28.7941
Si	9.5488	6.8264	28.7387
Si	1.379	9.5581	28.7172
Si	6.787	9.5411	28.8501
Si	-0.0216	-0.0598	30.1146
Si	5.4301	0.0114	30.1589
Si	2.7728	2.765	30.1041
Si	8.1824	2.7501	30.1366
Si	-0.026	5.4762	30.1368
Si	5.4828	5.4576	30.1472
Si	2.7218	8.2028	30.1234
Si	8.2013	8.1744	30.1571
As	1.3778	1.3539	31.5321
Si	6.8233	1.3788	31.5002
Si	4.121	4.0963	31.5333
Si	9.5519	4.1093	31.5048
Si	1.3504	6.8459	31.4857
Si	6.847	6.8133	31.5419
Si	4.0824	9.5601	31.5107
Si	9.5695	9.543	31.5367
Si	2.7748	-0.0467	0.7675
Si	8.1901	0.0056	0.6624
Si	-0.0429	2.7694	0.7366
Si	5.488	2.73	0.7028
Si	2.7332	5.4972	0.652
Si	8.2141	5.4511	0.726
Si	0.0088	8.1796	0.6962
Si	5.4684	8.2054	0.6944
Si	4.1396	1.3773	2.0884
Si	9.5493	1.3335	2.0669
Si	1.3917	4.1419	2.0374
Si	6.8506	4.0807	2.0884
Si	4.1031	6.8318	2.0572
Si	9.5843	6.8293	2.0756
Si	1.3592	9.5314	2.0855
Si	6.8291	9.5956	2.0512
Si	-0.0127	-0.0326	3.4145
Si	5.4951	0.0026	3.4874
Si	2.7698	2.7866	3.3863
Si	8.1942	2.6978	3.4688
Si	0.0214	5.4731	3.45
Si	5.4776	5.4681	3.421
Si	2.7733	8.2016	3.4636
Si	8.2037	8.2258	3.3914
Si	1.3881	1.3925	4.6407
Si	6.8466	1.3467	4.928
Si	4.1577	4.0908	4.8194
Si	9.5802	4.0786	4.78
Si	1.4163	6.8286	4.8365
Si	6.8228	6.8887	4.7401
Si	4.1354	9.5765	4.8659
Si	9.5476	9.5469	4.8062
Si	2.7476	0.1175	6.0671
Si	8.2042	-0.063	6.283
Si	0.0264	2.6661	6.0579
Si	5.4744	2.7256	6.3045
Si	2.8162	5.4769	6.1981
Si	8.1762	5.4798	6.048
Si	0.0107	8.1849	6.1647
Si	5.5276	8.2214	6.2454
Si	3.8354	1.573	7.6262
Si	9.8395	1.1356	7.476
Si	1.6237	3.798	7.328
Si	6.6581	4.4153	7.4954
Si	4.4094	6.6327	7.5693
Si	9.3652	6.947	7.4237
Si	1.1455	9.9174	7.3042
Si	7.1517	9.2313	7.6935
O	8.3074	8.0916	7.9054
O	2.7194	2.7422	7.9632
O	9.5157	1.348	24.2552
O	4.0478	6.8644	24.1203
O	0.0296	0.017	7.9667
O	5.5335	5.5094	8.0379
O	6.8448	9.571	24.1892
O	1.3685	4.0667	24.1618
O	3.8675	7.3789	8.9506
O	0.7865	4.3762	8.5974
O	9.8091	6.1866	8.8174
O	2.138	9.3761	8.4849
O	7.5217	3.9248	8.8038
O	4.2688	0.9195	9.0773
O	6.7268	9.5606	9.2345
O	9.211	1.8523	8.8109
O	7.6881	3.1409	23.5131
O	10.4922	5.8518	23.4381
O	5.0891	0.4547	23.4057
O	5.8597	5.0928	23.3467
O	3.0944	2.2068	23.2586
O	2.2958	8.7166	23.2148
O	8.6234	7.7637	23.3804
O	0.2313	10.3158	23.5926
Si	4.3836	1.572	22.4472
Si	3.4893	7.929	14.0314
Si	7.115	0.9557	14.6661
Si	0.9432	9.3543	22.5016
Si	1.1841	4.3091	11.8893
Si	6.2669	8.9627	15.316
Si	0.6777	1.3706	12.2968
Si	8.6276	4.9488	20.4944
Si	0.3263	5.7189	9.3724
Si	5.1029	3.1228	17.942
Si	0.8875	3.7462	16.7441
Si	10.4052	2.8494	19.2202
Si	5.282	1.1842	10.3637
Si	0.8843	0.1804	19.8349
Si	6.6451	9.4603	10.882
Si	9.3375	9.6749	18.3221
Si	9.3907	9.2466	12.5745
Si	6.564	3.8448	22.565
Si	2.443	8.0659	9.3873
Si	10.5882	7.3667	17.0738
Si	2.51	6.2905	16.5764
Si	10.1763	4.4924	14.193
Si	6.1398	9.1811	18.5105
Si	7.9686	2.5699	9.5945
Si	8.8804	2.1437	12.4615
Si	5.3354	6.2437	18.0636
Si	3.9235	0.5515	19.454
Si	4.2787	3.8421	12.057
Si	5.5414	6.6007	12.1424
Si	8.0124	2.5041	17.2151
Si	4.3589	2.4792	14.9691
Si	1.5384	1.2133	15.2576
Si	1.5676	9.4171	12.05
Si	8.0506	6.8521	13.8673
Si	10.3807	9.837	15.4875
Si	9.8065	7.0167	22.5298
Si	8.1045	5.4845	17.3967
O	6.045	7.9617	11.2943
O	6.0193	9.2049	16.894
O	7.6775	1.363	13.1949
O	0.8957	1.7505	13.865
O	9.4223	6.2592	16.8749
O	6.7574	6.2035	13.1407
O	5.1308	4.6595	18.6099
O	9.2319	2.1613	18.2692
O	2.3661	0.0929	19.0731
O	9.41	10.233	16.7648
O	2.7907	4.4363	11.714
O	5.065	10.3197	19.1002
O	9.4261	3.24	13.5012
O	0.4604	1.7679	19.9515
O	3.152	1.3627	15.0641
O	8.1641	5.3737	19.0127
O	3.8906	6.5991	17.3894
O	4.5766	3.2807	16.3877
O	9.0634	5.6685	14.3106
O	5.4374	2.7666	22.12
O	10.6735	4.1507	15.6885
O	0.3453	3.8726	18.2803
O	10.4253	10.5138	19.2171
O	9.6417	10.0273	14.0284
O	10.9095	8.1195	22.0736
O	1.1891	2.1612	16.5303
O	9.7351	3.7506	20.4137
O	8.1308	4.0313	16.6731
O	-0.0421	9.1032	11.908
O	6.5868	2.4177	18.0088
O	5.5824	10.7196	11.2036
O	7.7491	9.5902	18.8418
O	10.0286	1.0267	12.0608
O	1.3184	6.9551	9.0489
O	0.6247	4.7662	13.3543
O	5.7067	7.621	18.9787
O	5.2389	5.0847	11.5201
O	2.7115	6.9857	15.1152
O	0.9101	2.7482	11.4646
O	0.86	10.6859	15.5455
O	2.398	8.5875	10.9123
O	4.6967	2.4317	11.2751
O	4.2535	3.512	13.6827
O	2.2048	4.6806	16.4819
O	10.704	8.2501	15.6958
O	6.9275	10.2886	14.6645
O	2.3436	8.9557	13.4252
O	8.0307	1.5188	15.9079
O	4.1236	6.9942	12.8533
O	4.1783	2.0091	18.7256
O	7.2933	4.4177	21.2527
O	8.4076	2.9294	11.1119
O	1.1758	6.8583	17.3553
O	5.6508	1.5728	14.7574
O	8.1298	9.7613	11.591
O	9.2003	6.2867	21.225
O	8.9545	7.7163	12.851
O	1.6521	0.122	11.8778
O	6.6386	6.1466	17.057
O	7.4002	7.8018	15.0408
O	1.2139	10.3063	21.2242
O	10.033	8.1986	18.3549
O	3.9484	0.8386	21.0753
O	0.3486	5.343	10.9349
O	6.6927	1.5754	9.6376
O	4.7794	8.7023	14.6792

Results
free energy: -139961.484 eV
free energy less fixed offsets of As -4856.12, O -568.88, Si -635.61 eV per atom: -5.644 eV

Forces (eV/angstrom), in the order of the atoms: element, x, y, z
Si	0.0087	0.0366	0.0736
Si	-0.0025	-0.0199	0.1045
Si	-0.049	0.0094	0.0982
Si	0.0199	-0.0137	0.0915
Si	0.0222	-0.0214	0.1063
Si	-0.0245	0.0306	0.0836
Si	0.0341	-0.007	0.1153
Si	-0.0332	0.0184	0.0636
Si	-0.0174	0.0071	-0.0148
Si	0.0058	-0.009	-0.0448
Si	0.0001	0.0215	-0.0366
Si	0.0229	-0.0207	-0.0255
Si	0.0099	-0.0208	-0.0438
Si	-0.0157	0.0087	-0.0226
Si	0.0136	-0.0086	-0.033
Si	-0.0046	0.0048	-0.0331
Si	-0.0002	0.0042	0.0256
Si	0.0195	0.0139	-0.0593
Si	0.0002	-0.0125	-0.0948
Si	-0.0092	-0.0037	0.0474
Si	-0.0098	-0.0143	-0.0352
Si	-0.0024	0.0066	0.0335
Si	0.0115	0.0092	0.0475
Si	0.0113	0.0155	-0.05
Si	-0.0126	-0.0044	-0.0334
Si	-0.0043	0.0145	0.0552
Si	-0.0085	0.0386	0.0379
Si	0.0113	-0.0001	-0.0369
Si	-0.0026	0.0143	0.039
Si	0.0017	-0.0261	-0.0285
Si	0.0078	0.0037	-0.0344
Si	-0.069	-0.0225	0.0759
Si	-0.0096	-0.0334	0.0042
Si	0.0268	-0.0033	0.0001
Si	0.0433	-0.0015	-0.0022
Si	-0.0164	-0.0074	0.0146
Si	0.0106	0.0109	0.0022
Si	-0.0067	-0.0048	-0.0037
Si	-0.0178	-0.0125	0.0062
Si	0.0049	0.0119	-0.0052
As	-0.0102	0.0072	0.0111
Si	0.0044	-0.0086	-0.0058
Si	-0.014	0.003	-0.0026
Si	0.0147	-0.0143	0.0033
Si	0.0139	-0.004	-0.0041
Si	-0.0079	0.0034	0.0052
Si	0.0017	0.0013	0.0009
Si	0.0017	0.0142	-0.0042
Si	0.0242	-0.0136	-0.0151
Si	-0.0212	-0.0016	-0.0036
Si	-0.0181	0.0178	-0.0002
Si	0.0111	-0.0098	-0.0164
Si	-0.0118	0.0159	-0.0016
Si	0.0037	-0.0084	-0.0075
Si	0.0091	-0.0139	-0.0148
Si	-0.0029	0.0067	0
Si	-0.0196	0.0074	0.0087
Si	0.0031	0.004	-0.0072
Si	0.0243	-0.0154	0.0133
Si	-0.021	0.0202	-0.0007
Si	-0.0069	-0.0192	-0.0074
Si	-0.0108	0.019	0.0098
Si	-0.0266	0.0132	0.0057
Si	0.0296	-0.0058	0.0047
Si	-0.0259	-0.0477	-0.0348
Si	0.016	-0.0001	0.0298
Si	0.0287	0.0672	-0.0571
Si	-0.0122	-0.0422	0.025
Si	0.0265	-0.0022	0.0111
Si	-0.0066	-0.0089	-0.0262
Si	0.0253	0.011	0.0302
Si	-0.0035	0.0204	-0.0486
Si	0.005	-0.0059	0.0725
Si	0.0036	0.0072	-0.033
Si	-0.0229	-0.0261	0.0266
Si	0.0074	0.0104	-0.0127
Si	-0.0125	-0.0104	-0.0076
Si	0.0064	0.0002	0.03
Si	-0.0079	-0.0124	-0.043
Si	0.0123	0.0094	0.0344
Si	-0.0363	0.0117	0.0429
Si	0.011	-0.0182	0.0416
Si	0.0189	-0.0156	0.0219
Si	-0.0032	0.0272	0.0434
Si	0.0118	-0.0078	0.0278
Si	-0.0199	0.0155	0.0434
Si	-0.0083	0.0121	0.0277
Si	0.0053	-0.0142	0.0519
Si	0.0021	0.0308	-0.1458
Si	0.0018	-0.0398	-0.0943
Si	0.038	0.0117	-0.0763
Si	-0.0278	-0.0167	-0.1047
Si	0.0102	-0.0381	-0.1149
Si	-0.0064	0.0401	-0.099
Si	-0.0053	-0.0162	-0.0822
Si	0.0335	0.0003	-0.1971
O	-0.005	-0.0055	0.0243
O	-0.0249	0.0033	0.0101
O	-0.0009	-0.0069	-0.0022
O	0.0022	-0.0176	-0.0122
O	0.0012	0.0152	0.0086
O	-0.0053	0.0102	0.0118
O	0.0132	0.0011	-0.0075
O	0.0023	0.0043	-0.015
O	-0.0485	0.0468	0.0502
O	-0.0238	0.0352	0.0409
O	0.0453	-0.041	0.045
O	0.0243	-0.0415	0.0492
O	0.0453	-0.0472	0.0578
O	0.0417	-0.0227	0.1055
O	-0.0222	0.0045	0.1435
O	-0.0457	0.0427	0.0528
O	-0.0453	0.0405	-0.0515
O	-0.0352	0.0462	-0.0504
O	-0.0387	0.0495	-0.0674
O	0.0377	-0.0521	-0.0408
O	0.0534	-0.0352	-0.0506
O	-0.0602	0.0404	-0.055
O	0.047	-0.0399	-0.0417
O	0.0239	-0.0462	-0.0573
Si	0.0092	-0.0025	0.0365
Si	-0.0008	-0.0012	0.0106
Si	0.005	0.0059	0.0076
Si	0.0083	-0.012	0.0306
Si	-0.0076	0.0071	0.0344
Si	-0.0096	-0.0026	0.0101
Si	0.0052	-0.001	0.0417
Si	-0.0081	0.0123	-0.0132
Si	-0.0258	-0.0003	-0.0115
Si	-0.0047	-0.0072	-0.0281
Si	-0.0063	0.0016	-0.004
Si	-0.0001	0.0039	-0.0211
Si	-0.012	-0.0151	-0.0086
Si	0.0224	-0.0165	-0.0225
Si	-0.0142	0.0231	-0.02
Si	0.0061	0.0111	-0.0249
Si	-0.0076	0.0017	0.0318
Si	-0.0041	-0.0029	0.0193
Si	0.0186	0.0082	-0.0209
Si	0.0051	-0.0041	-0.0175
Si	0.0041	0.0009	-0.0181
Si	0.004	-0.009	0.0112
Si	-0.0105	0.0096	-0.0384
Si	0.0077	0.0224	-0.0238
Si	-0.0085	0.0097	0.019
Si	0.002	-0.0009	-0.0356
Si	-0.0112	0.0064	-0.0052
Si	0.0088	-0.0086	0.038
Si	0.0031	0.0054	0.0481
Si	0.0029	-0.002	-0.0149
Si	0.0018	0.0098	-0.0017
Si	-0.0024	0.0039	0.0017
Si	0.0187	-0.008	0.0303
Si	-0.0046	-0.0016	0.0156
Si	0.0016	0.004	-0.004
Si	-0.0043	0.0061	0.0171
Si	0.0025	-0.0042	-0.0035
O	-0.0058	-0.0267	-0.0142
O	0.0005	0.0009	0.0057
O	-0.0072	-0.0065	-0.0045
O	0.0065	-0.0019	0.0019
O	0.0037	0.0039	0.0068
O	0.0126	0.0017	-0.0151
O	0.0007	0.0046	0.0213
O	-0.012	-0.002	0.0102
O	0.0001	0	0.0117
O	-0.0007	-0.002	0.0047
O	-0.0014	-0.0025	-0.0304
O	0.012	-0.0131	0.0159
O	0.0046	0.009	-0.0128
O	-0.0051	0.0019	0.0256
O	-0.0001	-0.0009	-0.0048
O	-0.0064	0.0055	-0.0096
O	0.0002	-0.0001	0.0149
O	0.001	0.0019	0.0038
O	-0.0002	0.0022	-0.0114
O	-0.0014	-0.0012	0.0204
O	0.0029	0.0021	0.004
O	0.0064	0.0043	0.0069
O	-0.0165	-0.0069	0.0117
O	0.0027	0.0039	0.0011
O	0.0014	0.0053	0.0215
O	0.0012	0.0016	0.0025
O	0.0094	-0.0131	0.016
O	-0.0021	0.0008	-0.0008
O	-0.0112	0.0027	-0.028
O	0.0017	0.0025	0.0153
O	0	-0.0121	-0.0114
O	0.0043	-0.001	0.0239
O	0.0041	-0.0015	-0.0272
O	-0.0019	-0.0052	-0.0186
O	-0.0072	0.003	-0.0083
O	-0.0004	-0.004	0.0288
O	0.0009	0.0067	-0.0297
O	-0.0018	-0.003	0.0048
O	-0.0011	-0.0054	-0.0262
O	-0.0011	-0.0014	-0.0003
O	-0.0142	0.0213	0.0198
O	-0.0128	0.0344	-0.0059
O	-0.0002	-0.0111	0.0035
O	0.0016	-0.0002	0.0026
O	-0.0009	-0.0005	-0.0013
O	-0.0001	-0.003	-0.0098
O	0.0064	-0.0036	-0.009
O	0.0007	0.0021	0.0042
O	-0.0078	0.0079	-0.0151
O	0.0078	0.0119	0.0088
O	0.031	0.0147	-0.013
O	0.0188	-0.0037	0.0255
O	-0.0038	0.0025	0.0143
O	0.0012	-0.0035	-0.0061
O	0.0314	-0.0056	-0.0065
O	-0.0195	-0.0279	-0.0107
O	-0.0003	-0.005	-0.0183
O	-0.0075	0.0059	-0.0276
O	-0.0006	-0.0008	0.0049
O	-0.001	0.0039	-0.0023
O	-0.002	0.0368	-0.0237
O	-0.0003	-0.0029	0.0135
O	-0.0117	-0.0265	-0.0315
O	0.0111	-0.0226	0.0194
O	-0.0107	-0.0051	-0.0164
O	0.0073	0.0014	-0.0057

The program warned: the cutoff lies below the one the program advises for these potential files; the exchange-correlation potential is rough where the density is thin.
